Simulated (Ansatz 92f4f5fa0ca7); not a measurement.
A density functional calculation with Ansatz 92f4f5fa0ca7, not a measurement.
Periodic cell of 208 atoms, Si128O80, from a study of silicon, its oxide and their interface. The atomic structure is a simulated model.
This geometry differs little from another in the collection (a relaxation step or a small displacement).

Settings
functional: r2SCAN
potential files: Ansatz PAW
basis: plane waves
wave-function cutoff: 800 eV
density cutoff ratio: 5
exchange-correlation grid ratio: 1
k mesh: 1 x 1 x 1, shifted by 0.5 0.5 0 of a step
self-consistency stop: 1e-10 eV per atom in the density residual
occupations: fixed
spin: none
net charge: 0

Cell vectors (angstrom)
a	10.88	0	0
b	0	10.88	0
c	-2.9987	-3.1157	30.4451

Atoms: element, x, y, z (angstrom)
Si	1.2225	-1.1142	0.2088
Si	3.6679	1.6143	0.0438
Si	1.4904	3.8656	0.135
Si	4.3846	-4.2639	0.053
Si	-3.8506	-1.6373	0.1908
Si	-1.0613	1.0161	0.0326
Si	6.62	4.4126	-0.0277
Si	-1.639	-3.8247	0.0912
Si	2.7073	0.0694	1.5185
Si	5.4367	2.7306	1.1873
Si	2.7368	-5.4152	1.3155
Si	5.462	-2.7607	1.4814
Si	-2.676	-0.0259	1.3902
Si	-0.0416	2.6661	1.3973
Si	8.1292	5.478	1.4137
Si	-0.0035	-2.7229	1.3848
Si	1.3128	1.3838	2.8468
Si	4.1011	4.0713	2.6735
Si	1.3736	-4.0891	2.7009
Si	4.0934	-1.3496	2.7579
Si	6.7824	1.3837	2.6281
Si	9.496	4.0719	2.7058
Si	6.8032	6.785	2.8484
Si	-1.3428	-1.3694	2.7949
Si	-0.0157	-0.006	4.1632
Si	2.7326	2.7554	4.0949
Si	0.0074	-5.4546	4.0571
Si	2.7111	-2.7202	4.079
Si	5.4677	0.0232	4.0622
Si	8.127	2.7175	4.0483
Si	5.4161	5.407	4.1139
Si	8.1715	-2.7172	4.1487
Si	1.3318	-1.3793	10.9077
Si	4.0783	1.3626	10.8795
Si	1.3782	4.0723	10.7742
Si	4.0658	-4.0903	10.826
Si	6.8317	-1.3433	10.8545
Si	-1.3834	1.3452	10.861
Si	6.8037	4.084	10.8982
Si	-1.3611	-4.0501	10.8959
Si	2.7074	-0.0053	12.2189
Si	5.4444	2.7113	12.2545
Si	2.7166	5.3928	12.1556
Si	5.4342	-2.7097	12.1299
Si	-2.704	-0.0148	12.2766
Si	0.0099	2.7496	12.1084
Si	8.17	5.4642	12.2435
Si	-0.0285	-2.715	12.321
Si	1.3421	1.4101	13.483
Si	4.0884	4.0905	13.5793
Si	1.3352	-4.193	13.5502
Si	4.076	-1.3878	13.525
Si	-4.1097	1.3424	13.6347
Si	-1.3054	4.0859	13.526
Si	6.7779	-4.0282	13.5266
Si	-1.3397	-1.3288	13.7487
Si	-0.1823	0.4017	14.927
Si	2.4958	2.9155	14.8327
Si	0.2584	-5.7718	14.9733
Si	2.9561	-3.0463	14.7283
Si	5.5781	-0.2562	14.9192
Si	-2.4634	2.542	14.8048
Si	5.2282	5.7136	14.8453
Si	-3.0637	-2.4607	14.9191
Si	1.1342	5.1881	-4.6688
Si	6.022	-3.1056	-4.7273
Si	-2.0168	1.011	-2.9568
Si	-0.7945	4.1361	20.3653
Si	6.0756	1.2286	-8.2797
Si	0.945	0.3159	-7.8883
Si	3.3823	2.1467	19.8664
Si	2.1531	-2.7552	17.6055
Si	7.2328	5.0461	-5.1795
Si	3.0264	-3.2169	-4.8668
Si	6.4972	-0.9522	-2.6956
Si	-0.0103	-4.8584	17.9604
Si	0.3178	1.3063	20.1899
Si	4.6357	1.2927	-2.751
Si	4.3347	4.9052	20.6898
Si	7.504	3.977	-7.9124
Si	4.1113	-2.9944	19.6682
Si	4.3347	1.6284	16.9735
Si	2.5376	-2.883	-1.9229
Si	3.0267	-1.9658	-7.7115
Si	6.942	3.2958	-2.7902
Si	-0.0566	1.2043	-5.2924
Si	0.2582	-5.1018	-1.9271
Si	7.0645	-2.8517	19.9561
Si	6.023	-1.5355	-7.3791
Si	3.2424	2.4838	-7.7207
Si	-1.0947	3.9692	-6.1708
Si	0.1929	-0.54	17.7055
Si	2.6455	2.7044	-4.7745
Si	-2.0137	-2.6053	17.6875
Si	6.5944	3.8662	16.8924
Si	7.1433	4.9067	19.8133
Si	1.3682	-1.3738	5.4618
Si	4.0857	1.3624	5.4256
Si	1.3629	-6.7844	5.4522
Si	4.0648	-4.081	5.4472
Si	6.7993	-1.3365	5.4617
Si	9.4827	1.3762	5.4541
Si	6.7953	4.0623	5.4438
Si	9.5406	6.7799	5.4483
Si	2.7334	-0.0064	6.7928
Si	5.4415	2.7092	6.7908
Si	2.7103	-5.4269	6.8153
Si	5.4302	-2.7144	6.8032
Si	8.149	0.0152	6.8257
Si	-0.0085	2.7265	6.8021
Si	8.1618	5.427	6.7936
Si	0.004	-2.7279	6.8008
Si	1.3541	1.3379	8.1403
Si	4.0899	4.0732	8.1354
Si	1.3514	-4.0666	8.161
Si	4.0779	-1.3539	8.173
Si	6.7849	1.3728	8.1682
Si	-1.3657	4.0865	8.1689
Si	6.8042	-4.0834	8.1459
Si	9.5236	-1.3637	8.1475
Si	-0.006	-0.0161	9.5203
Si	2.7359	2.6959	9.4688
Si	-0.01	-5.4108	9.5114
Si	2.697	-2.711	9.5183
Si	5.4461	0.0097	9.5254
Si	8.1476	2.7239	9.5224
Si	5.4469	5.4265	9.503
Si	8.1672	-2.7196	9.5017
O	3.9103	-3.4602	-1.2937
O	-0.9428	2.3947	-5.9115
O	8.1329	-2.7139	-0.3839
O	-1.1125	-3.7511	18.3782
O	-0.0637	4.5154	21.7607
O	2.6037	2.7884	-0.3795
O	-0.3295	-5.3202	16.4355
O	7.4188	4.0274	-1.4187
O	0.6505	0.1702	16.3253
O	6.6868	4.6056	-6.6473
O	-2.0902	4.643	-5.0953
O	3.2239	3.1069	-6.2304
O	4.8313	0.2482	16.2897
O	2.7166	-2.4581	-3.4705
O	1.4008	4.006	15.3622
O	-1.3788	1.4441	15.3468
O	6.4704	4.3245	-3.9467
O	5.9351	5.1748	16.2157
O	1.8231	1.8156	19.974
O	6.7166	-1.3332	15.3798
O	2.1592	-2.4633	16.025
O	5.5411	-2.3426	20.0035
O	7.8194	-2.0544	18.7789
O	8.048	2.3198	-3.4578
O	1.4031	1.7004	-4.8672
O	-0.1073	4.8465	19.0684
O	7.0983	-4.3976	19.5291
O	4.1655	1.593	21.155
O	3.0525	2.1943	16.1816
O	4.5788	1.5887	-7.8177
O	2.835	-2.2474	-6.1348
O	6.1072	-1.9458	-5.8368
O	0.1698	0.1138	-6.4722
O	1.4523	-4.0487	-1.7409
O	-1.0903	-4.4966	-1.2935
O	1.8784	-0.9549	-8.197
O	-2.6569	-3.1949	16.327
O	7.1043	2.4257	-8.0058
O	3.6701	-2.7454	18.1425
O	3.8999	0.8568	-1.3857
O	6.3632	-2.432	-3.3064
O	-1.7811	4.1474	-7.6291
O	-1.127	-1.3423	17.2531
O	6.7659	-2.6804	-8.2518
O	5.9073	4.5246	20.7825
O	5.7007	2.4074	-2.2924
O	5.3642	-0.0089	-3.3644
O	1.893	1.6178	-7.8822
O	2.0253	-1.5996	-1.1186
O	0.2473	0.4991	21.5833
O	4.1296	-4.5855	19.9095
O	-0.1532	0.4402	18.9201
O	6.6814	-0.0668	-7.5143
O	4.0861	-4.088	15.312
O	0.3495	4.6725	-5.9918
O	-1.5871	1.4269	-1.4527
O	5.5323	2.6762	16.8287
O	7.9557	-0.3221	-2.9689
O	2.1547	4.0758	-4.0826
O	3.0152	-2.2545	20.5936
O	-0.8007	0.6718	-3.9655
O	4.5451	-3.7689	-4.7823
O	0.0625	-5.3653	-3.5028
O	0.1058	-0.0609	-0.3292
O	1.4617	-4.1766	17.9802
O	1.9861	-4.4099	-5.0832
O	7.7357	-2.6215	21.3927
O	1.3182	-1.5453	18.2656
O	7.1027	-4.2456	-5.023
O	-2.3507	4.518	20.5077
O	7.0087	4.1482	18.4077
O	7.9093	3.3884	16.1011
O	3.569	3.7549	19.8517
O	3.7338	1.9458	-3.8906
O	5.4663	-5.3801	-0.4644
O	-0.6926	2.5472	20.2257
O	3.9672	1.4436	18.532
O	6.262	-0.9992	-1.0999
O	0.6812	4.4168	-1.1729
O	4.5054	-1.3621	-7.9013

Results
free energy: -127506.460 eV
free energy less fixed offsets of O -570.45, Si -639.56 eV per atom: -6.780 eV

Forces (eV/angstrom), in the order of the atoms: element, x, y, z
Si	0.001	0.0008	-0.0019
Si	-0.0006	-0.0005	-0.0032
Si	-0.0005	0.0007	-0.0035
Si	0.0007	0.0012	-0.0039
Si	-0.0001	0.001	-0.0025
Si	-0.0005	0.0007	-0.0038
Si	0.0013	0.0006	-0.0035
Si	-0.0003	0.0004	-0.0021
Si	0.0004	-0.0003	0.0002
Si	0.0006	-0.0003	-0.0005
Si	0.0005	0.0002	-0.0002
Si	0.0003	0.0004	-0.0004
Si	0.0005	0.0005	-0.0003
Si	0.0001	0.0004	-0.0006
Si	0.0008	0.0005	0.0001
Si	-0.0004	-0.0001	-0.0012
Si	0	0.0004	-0.0005
Si	0.0004	0.0006	0.0003
Si	0.0002	0.0006	-0.0004
Si	0.0004	0.0003	0.0007
Si	-0.0002	0.0009	-0.0008
Si	-0.0002	0.0003	-0.0004
Si	0.0004	0.0005	0
Si	0.0007	0.0003	-0.0006
Si	-0.0001	-0.0003	0
Si	0.0007	0.0008	0.0005
Si	0.0007	-0.0001	-0.0003
Si	0.0003	-0.0002	0.0004
Si	0.0007	0.0004	-0.0003
Si	0.0005	0	-0.0001
Si	-0.0001	-0.0005	0.0005
Si	0.0004	0.0007	-0.0005
Si	0.0003	-0.0004	0.0001
Si	0.0001	0.0005	0.0001
Si	0.0006	0.0001	-0.0001
Si	0.0003	-0.0007	-0.001
Si	0.0003	0.0002	-0.0005
Si	-0.0001	-0.0003	-0.0001
Si	0	-0.0002	0.0002
Si	0.0003	0.0004	0
Si	0.0006	0.0001	0.0006
Si	0.0001	-0.0001	-0.0002
Si	0.0002	-0.0008	-0.0001
Si	0.0001	0.0001	0.0012
Si	0.0005	-0.0004	0.0004
Si	0	-0.0001	0.001
Si	0.0006	-0.0001	-0.0003
Si	-0.0002	-0.0002	0.0006
Si	0.0005	-0.0002	-0.0003
Si	0	0.0002	0
Si	-0.0008	-0.0007	0.0009
Si	-0.0003	-0.0003	0
Si	-0.0003	0.0003	0.0011
Si	0.0008	0.0009	-0.0003
Si	0.0008	-0.0005	-0.0002
Si	0.0005	-0.0007	0.0006
Si	0.0017	0.0001	0.0024
Si	-0.0007	-0.0013	0.0014
Si	0.0003	0.0008	0.0038
Si	-0.0005	0.0001	0.0025
Si	0	-0.0009	0.0023
Si	0.0004	0.0001	0.0039
Si	0.0007	0.0009	0.002
Si	-0.0006	-0.0012	0.0015
Si	0.0016	0	-0.0023
Si	0.0009	0	-0.0007
Si	0.0008	0.0004	-0.0028
Si	-0.0003	0.001	0.001
Si	-0.0001	0.0011	0.0022
Si	-0.0014	-0.0003	-0.002
Si	-0.0012	0.0021	0.0002
Si	0.001	-0.0003	0.0021
Si	0.0006	0.0065	-0.0014
Si	-0.0007	-0.0007	-0.0017
Si	-0.0007	0.0004	-0.0059
Si	0.0002	-0.0004	0.0026
Si	0.0007	-0.0001	0.0003
Si	0.0018	0.0029	-0.003
Si	-0.0001	0.0001	0.0023
Si	0.0004	-0.0003	-0.0005
Si	0.0005	0.0001	0.0019
Si	-0.0003	-0.0013	0.0044
Si	-0.0002	0.0001	-0.0031
Si	0.0003	0.0004	-0.0001
Si	-0.0008	-0.001	-0.0019
Si	0.001	0.0002	-0.0016
Si	0.0018	0.0011	-0.002
Si	-0.0014	-0.0042	-0.0005
Si	0	0.0003	-0.0004
Si	0.0002	-0.0009	-0.0006
Si	-0.0002	0.0001	0
Si	-0.0001	-0.001	0.002
Si	-0.0017	-0.0004	-0.0019
Si	-0.0005	0.0002	0.0014
Si	0.0008	0.0001	0.0024
Si	0.0003	0.0011	0.0018
Si	0.0003	0.0003	-0.0003
Si	0.0005	0.0002	0.0003
Si	0.0003	0.0002	-0.0003
Si	0.0002	0.0001	-0.0002
Si	0.0001	0.0001	-0.0004
Si	-0.0002	0.0002	-0.0003
Si	0.0004	0.0004	-0.0001
Si	0.0001	0.0004	0
Si	0.0006	-0.0001	-0.0004
Si	0.0001	0.0002	-0.0003
Si	0.0004	0.0001	-0.0003
Si	0.0004	0.0003	-0.0007
Si	0.0004	0.0003	-0.0001
Si	0.0001	0.0001	-0.0007
Si	0.0004	0	-0.0006
Si	0.0002	-0.0003	-0.0005
Si	0.0002	0.0003	0.0006
Si	0.0004	0.0001	0.0004
Si	0.0002	0.0003	0
Si	0.0001	-0.0001	0.0003
Si	0.0005	0.0002	-0.0001
Si	0.0004	0	0.0001
Si	0	-0.0001	0.0006
Si	0.0002	0.0001	0.0003
Si	0.0005	0.0001	0.0001
Si	0.0005	0.0001	0.0002
Si	0.0003	0.0001	-0.0003
Si	0	-0.0001	-0.0003
Si	0.0002	0.0003	0
Si	0	0.0002	-0.0003
Si	0.0005	0.0003	-0.0004
Si	0.0004	-0.0001	0
O	-0.0003	0.0001	0.0028
O	0.0008	0.0009	0
O	0.0008	0.0002	0.0008
O	0	-0.0016	-0.0004
O	-0.0007	-0.0001	-0.001
O	0.0004	0.001	0.0007
O	0.0005	0.0003	-0.0019
O	-0.0014	-0.0002	0.001
O	-0.0012	-0.0001	-0.0022
O	0.0003	0.0009	0.0002
O	-0.0006	-0.0006	-0.0008
O	-0.0013	-0.0002	-0.0004
O	0.0014	0.0004	-0.0017
O	0.0001	-0.0011	0.0025
O	0.0001	-0.0011	-0.0017
O	-0.0008	0.0003	-0.0006
O	0.0007	-0.0003	0.0025
O	0.0005	-0.0008	-0.0024
O	0.0011	-0.0023	0.0001
O	0.0005	0.0001	-0.003
O	0.0016	-0.0008	-0.0029
O	0.0001	-0.0021	-0.001
O	0.0005	-0.0007	-0.0026
O	0.0002	-0.0004	0.0036
O	-0.0013	-0.0022	-0.0013
O	0.0003	0.0006	-0.0023
O	-0.0008	0.0001	-0.0032
O	-0.0007	-0.002	0.001
O	0.0004	0.0002	-0.0011
O	-0.0006	-0.0004	0
O	0.0009	-0.0023	0.0016
O	0.0002	0.0004	0.0015
O	0.0011	0.0009	-0.0006
O	-0.0008	-0.0005	0.0004
O	0.0005	0.0005	0.0013
O	0	0.0016	-0.0001
O	0.0001	-0.0002	-0.0032
O	-0.0018	0.0024	0.002
O	-0.0012	-0.0003	-0.0014
O	-0.0002	0.0008	0.0023
O	0.0001	0.0009	0.0008
O	0.0003	-0.0003	-0.0003
O	0.0012	-0.0008	-0.0033
O	0.0027	-0.0002	-0.0019
O	-0.002	0.0001	0
O	-0.002	0.0006	-0.0006
O	0.0013	0.001	0.0031
O	-0.0014	-0.0003	-0.0009
O	-0.0007	0.0001	0.0008
O	0.0008	0	-0.0012
O	-0.0014	0.0003	0.0033
O	0.0017	-0.0003	0.0001
O	-0.0004	-0.0006	-0.0011
O	0.0008	-0.0008	-0.0006
O	-0.0001	0.0011	0.002
O	-0.0001	0.0001	0.0013
O	0.0009	-0.0018	-0.0005
O	0.0003	0.0018	0.0016
O	-0.0019	-0.0007	-0.0006
O	0.0009	0.001	0.0005
O	-0.0018	0.0006	0.001
O	0.0004	0.0005	0.0013
O	0.0003	0.0013	0.0043
O	0.0008	-0.0008	0.0018
O	-0.0008	-0.0003	-0.0008
O	0.0003	-0.0017	0.004
O	0.0024	-0.0016	0.0008
O	0	-0.0005	-0.0009
O	0.0002	0.0026	0.0006
O	0.0002	-0.0003	-0.0029
O	-0.0018	-0.0035	-0.0029
O	0.0003	0.0005	-0.0027
O	0.0008	-0.0029	0.0011
O	0.003	-0.0019	0.0027
O	0.0003	0	0.001
O	0.0011	0.0001	-0.0011
O	0.0001	0.0014	-0.0006
O	0.0003	0.0004	0.0011
O	0.0005	0.0007	0.0024
O	0.0007	-0.0002	0.0005

The program warned: the cutoff lies below the one the program advises for these potential files; the forces do not sum to zero within the program's tolerance; empty levels may hold ghost states of the PAW files; the exchange-correlation potential is rough where the density is thin.
